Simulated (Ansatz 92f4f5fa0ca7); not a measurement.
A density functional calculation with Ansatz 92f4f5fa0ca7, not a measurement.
Periodic cell of 122 atoms, Si78O44, from a study of silicon, its oxide and their interface. The atomic structure is a simulated model.

Settings: functional r2SCAN; potential files Ansatz norm-conserving; basis plane waves; wave-function cutoff 1300 eV; density cutoff ratio 4; exchange-correlation grid ratio 1; k mesh 2 x 2 x 1, shifted by 0.5 0.5 0.5 of a step; self-consistency stop 5e-08 eV per atom in the density residual; occupations Fermi-Dirac, 0.05 eV; spin none; net charge 0.

Cell vectors (angstrom)
a	10.88	0	0
b	0	10.88	0
c	0	0	17.9499

Atoms and the computed forces on them: element, x, y, z (angstrom), force x, y, z (eV/angstrom)
Si	0.1725	0.0309	-0.3882	1.4048	-3.5002	2.6011
Si	3.169	2.7592	-0.0332	1.452	-1.1003	0.1434
Si	0.0427	5.4617	-0.1986	2.5796	-0.9857	2.3381
Si	2.3168	8.4749	-0.0046	0.6565	1.3683	-0.533
Si	5.325	0.4408	-0.2185	-2.2066	2.1264	3.2192
Si	8.1509	2.7833	0.0132	-3.4934	0.5405	-1.0704
Si	6.0421	5.1838	-0.4768	-2.1184	-0.2181	1.2542
Si	8.0019	8.6223	-0.257	1.4056	-1.001	-1.622
Si	1.361	1.4386	1.0007	1.6649	-0.0312	-0.2287
Si	4.4615	4.4241	1.339	-1.0497	-1.1935	0.1555
Si	1.2898	6.818	1.4689	0.2222	-0.2183	-2.9756
Si	3.9766	9.7295	1.326	1.8667	-2.0481	-2.0033
Si	6.5666	1.5967	1.4955	1.5762	-1.4727	-0.063
Si	9.6584	4.0453	1.1172	0.1575	0.4036	0.0177
Si	6.8208	6.9741	0.8724	0.5542	-1.314	0.9534
Si	9.4668	9.7249	1.1521	0.8762	0.1357	0.6798
Si	0.1835	2.7453	2.3412	-0.3973	0.6714	2.2187
Si	2.6751	0.0233	2.6615	-1.5293	0.5575	-0.3562
Si	0.0443	8.1796	2.6424	-3.2287	0.3637	-1.1154
Si	2.868	5.6838	2.6742	0.2778	-1.6105	-1.2135
Si	5.3896	2.8885	3.1658	0.4897	0.7748	-2.9218
Si	8.0162	-0.0742	2.7666	0.054	1.5557	-0.7968
Si	5.5057	8.1104	2.5807	-1.557	0.3369	-0.2082
Si	8.213	5.2317	2.5265	0.531	2.54	-1.8374
Si	1.5825	4.1898	3.8863	-1.8897	-1.0761	-0.4125
Si	3.982	1.3197	3.9991	0.2065	-0.1291	1.6931
Si	1.3308	9.3383	3.9441	0.9263	1.6773	1.58
Si	4.0311	6.7989	4.188	1.6681	1.5325	-0.5062
Si	7.0597	4.1882	4.0694	-1.1921	-1.3057	2.3022
Si	9.5357	1.5825	3.8171	-0.4688	-1.7033	1.1159
Si	6.7758	9.3239	4.1597	0.8212	0.2723	-0.0282
Si	9.4306	6.8001	3.8898	0.2869	-0.4689	0.6789
Si	-0.1634	-0.1885	5.2144	0.0289	0.7314	0.3883
Si	2.5932	2.6713	5.3142	0.6759	0.5545	1.0853
Si	-0.1358	5.2961	5.2642	1.6385	0.455	-2.5043
Si	2.5433	8.0119	5.5032	-0.0581	-0.025	-1.5961
Si	5.4158	-0.076	5.4555	0.0629	0.1564	-1.1491
Si	8.2937	2.7424	5.6584	-0.6267	-0.016	-2.2673
Si	5.7114	5.677	5.3387	-0.817	-1.4909	0.4111
Si	8.2441	7.9682	5.592	-1.3292	0.9892	0.013
Si	0.9728	1.3863	6.5526	1.1398	-1.0698	0.6176
Si	4.2014	4.2121	6.6601	-0.3498	-1.0408	0.4142
Si	1.409	6.2863	6.6015	-0.5064	2.6712	-0.563
Si	3.8954	9.4646	6.5405	-0.6812	0.1	2.0685
Si	6.7953	1.2641	6.8276	0.7933	0.3597	0.7958
Si	9.6643	4.189	6.7927	-2.9771	-0.1986	0.6731
Si	6.6676	6.8248	7.0707	1.3029	-0.5224	0.1593
Si	9.5954	9.3078	7.0383	-1.1795	1.2243	-2.6696
Si	-0.4132	2.5791	8.016	2.7013	-1.4341	1.0191
Si	2.5026	-0.067	8.0261	-0.2724	0.6214	-0.2221
Si	0.022	7.7255	7.7969	1.501	-0.6232	1.3598
Si	2.7024	5.447	8.1747	1.181	-2.6568	0.1604
Si	5.4337	2.7598	8.2382	-0.1156	0.1101	-1.7702
Si	8.1895	-0.2668	8.3498	-1.3529	0.4676	-1.2887
Si	4.7746	7.8416	8.0768	1.704	1.3245	0.2962
Si	8.3082	5.3342	8.4072	-1.2656	1.1683	-1.4455
Si	1.1266	3.9985	9.1294	-0.0717	-2.0769	0.5184
Si	4.1095	1.1928	9.2894	0.6359	-2.8814	2.0935
Si	1.2652	9.088	9.2468	-0.7966	-0.9477	0.9658
Si	3.5698	6.733	9.8624	0.142	1.0485	0.454
Si	7.0337	3.8128	9.5435	0.1879	-1.4077	0.0525
Si	9.2109	1.3337	9.6714	0.4696	1.1919	2.4992
Si	6.1673	9.5896	9.0811	-1.2875	0.5963	-0.9367
Si	10.1077	6.2669	9.4754	-0.9734	-0.0891	-1.5776
Si	2.4279	2.3664	11.5559	1.0103	-1.6918	-1.5154
Si	1.2726	4.166	13.1908	-2.2334	0.2802	0.5593
Si	5.3487	-2.3379	14.0591	-1.2984	1.9879	-2.2393
Si	5.8412	5.6401	11.8847	-0.4084	-2.5158	-1.3764
Si	2.2167	4.4577	15.8783	4.5008	-3.0129	-4.9319
Si	-1.7593	11.9922	15.2775	1.8832	-1.0759	3.7442
Si	7.3878	8.186	11.6998	-3.9296	2.3779	-0.197
Si	-4.2253	10.6385	15.8226	-1.9195	-4.458	-1.9256
Si	-4.3721	5.8373	14.835	-2.7691	0.5006	-0.7113
Si	-0.1907	12.7055	12.6179	-0.8981	-0.5791	-4.1096
Si	2.8964	7.226	15.2094	0.0592	3.3997	-2.514
Si	-0.7666	8.5768	11.4732	0.6942	1.4123	-2.9774
Si	-1.7269	6.7463	15.4879	1.1285	2.1168	-0.6825
Si	11.3612	7.1784	13.5294	1.1991	-1.7668	-0.1115
O	-0.479	0.3703	-1.7451	-2.3714	1.5254	-3.6
O	-2.2502	2.1942	-1.4464	0.7428	-1.4122	-2.3457
O	3.3748	3.3491	-1.5705	-1.8453	1.3552	-0.7141
O	1.4797	4.6277	-0.785	-5.0803	2.8175	4.7878
O	-0.8855	6.0188	-1.3338	1.3471	0.1392	-0.2507
O	1.1967	9.546	-0.6821	-0.0304	0.3297	0.8645
O	3.2452	7.9557	-1.3549	-0.7511	-0.5093	1.0261
O	5.9768	1.0568	-1.6644	-0.5407	0.8572	1.7943
O	1.1439	5.7046	-5.0971	-1.4925	4.2657	1.1245
O	6.7913	3.7862	-0.6078	2.6779	-1.089	0.7919
O	5.3712	5.3792	-2.0033	2.2331	0.3588	0.9309
O	6.8439	9.6461	-0.7881	-0.3203	1.5029	-0.7886
O	-0.0492	4.8814	9.9223	1.2161	0.5966	0.4363
O	1.9677	2.8913	10.0913	-1.8232	1.5027	-0.4393
O	5.1097	-0.2395	9.7368	-0.3712	1.7753	-0.949
O	3.7149	1.526	10.8742	-0.8903	0.6893	1.6694
O	2.1176	7.6025	9.8259	0.5331	1.643	1.1792
O	-1.206	12.0517	11.3946	0.8592	1.034	-1.352
O	4.3615	6.3013	11.3551	0.9446	-0.3095	-1.2196
O	6.1198	8.9958	12.6174	0.6006	-2.2595	0.0823
O	6.2651	4.2935	10.8955	-0.7408	1.7454	1.3979
O	8.0845	2.5223	9.6681	-0.8128	0.6027	1.1455
O	12.2552	1.3268	12.4355	0.6174	0.9913	-0.8314
O	7.0017	8.7625	10.1231	2.358	-2.8276	4.9657
O	8.6783	8.1563	16.1027	-0.5572	0.2051	1.8224
O	10.8382	9.6995	10.3726	0.5783	-2.4113	-0.1905
O	-1.0268	12.4451	13.9203	-1.3408	-0.6552	2.4089
O	-1.2425	7.2056	10.6757	0.5368	1.2914	1.7737
O	9.8389	6.8637	13.9991	0.2947	-0.0626	1.1605
O	8.0332	5.6791	15.2927	-2.611	-1.8821	-0.7172
O	6.0159	-5.7215	13.4362	-0.5775	-0.1738	-0.1822
O	7.1477	17.4296	11.7704	0.9723	2.9804	-0.6562
O	1.179	3.7539	14.7893	0.8977	1.0353	-0.7964
O	-5.4638	9.8937	14.9922	0.7646	-0.7371	-0.37
O	-0.0246	3.4252	12.4585	0.5975	0.4933	0.6683
O	1.3434	7.6497	14.8181	0.1488	-0.6973	-0.1777
O	-4.6188	7.4405	14.6809	1.5876	-1.7212	0.956
O	2.608	3.7566	12.4282	1.3039	-2.1651	-0.3058
O	-2.1094	19.7019	12.3397	-1.1362	0.0928	-1.3531
O	-2.8853	10.7861	15.0555	3.0116	2.1621	-1.2818
O	3.7906	7.8408	13.9004	1.687	0.9949	1.8568
O	2.9928	5.6717	15.0475	-1.1039	-2.5341	1.4439
O	0.418	8.435	12.4939	1.3185	-1.706	1.4025
O	3.9384	12.1934	17.6196	-0.4999	0.412	0.7053

Results
free energy: -29595.593 eV
free energy less fixed offsets of O -463.61, Si -117.95 eV per atom: 3.347 eV
pressure: -1.80 GPa
stress xx, yy, zz, yz, xz, xy (GPa, positive in tension): 1.2, 1.13, 3.06, -1.25, -0.77, -0.37
